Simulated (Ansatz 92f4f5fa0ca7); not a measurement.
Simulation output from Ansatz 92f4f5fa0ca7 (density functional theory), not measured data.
Periodic cell of 234 atoms, Si146O88, from a study of silicon, its oxide and their interface. The atomic structure is a simulated model.
Doubt: the cutoff is far below the 930 eV that the study's wrapper takes by default for these files, so forces and energies are approximate.

Settings
functional: PBE
potential files: Ansatz PAW
basis: plane waves
wave-function cutoff: 580 eV
density cutoff ratio: 5
exchange-correlation grid ratio: 1
k mesh: 1 x 1 x 1, Gamma-centred
self-consistency stop: 5e-08 eV per atom in the density residual
occupations: fixed
spin: none
net charge: 0

Cell vectors (angstrom)
a, 11.6015, 0, 0
b, 0, 10.938, 0
c, 0, 0, 32.8692

Atoms and the computed forces on them: element, x, y, z (angstrom), force x, y, z (eV/angstrom)
Si, -0.0227, -0.1838, 24.343, -0.0157, -0.4076, -0.0474
Si, 3.5471, -0.0382, 24.06, -0.1728, -0.1912, -0.3268
Si, 7.5698, -0.0108, 23.9647, -0.0905, -0.3599, -0.4053
Si, 1.7112, 1.3639, 24.3791, -0.1363, 0.4059, -0.1537
Si, 5.5763, 1.2025, 24.131, -0.0302, 0.4434, -0.3051
Si, 9.6469, 1.1378, 24.2423, 0.1053, 0.2452, -0.2338
Si, 0.0384, 5.4187, 24.2339, -0.0932, -0.3747, -0.1276
Si, 3.8858, 5.4377, 23.8737, 0.1104, -0.3683, -0.4777
Si, 7.6824, 5.3466, 24.3132, -0.0869, -0.3036, -0.0828
Si, 1.9267, 6.7896, 23.9431, -0.0504, 0.3241, -0.3425
Si, 5.844, 6.811, 23.9842, 0.209, 0.3271, -0.4211
Si, 9.6478, 6.6031, 24.2597, 0.0711, 0.1846, -0.4054
Si, 1.9214, 2.7874, 26.1922, -0.1244, 0.1918, 0.0591
Si, 5.6652, 2.6216, 26.0638, 0.0533, 0.2368, 0.1323
Si, 9.6102, 2.6046, 26.1304, -0.0562, 0.2603, 0.1328
Si, -0.0586, 4.0687, 26.1637, 0.1272, -0.27, 0.0821
Si, 3.844, 4.1762, 25.9655, 0.0224, -0.2139, 0.255
Si, 7.641, 3.966, 26.1795, -0.0104, -0.2621, 0.1089
Si, 1.9367, 8.0305, 26.0185, 0.0575, 0.2238, 0.194
Si, 5.7388, 8.1642, 25.962, 0.0052, 0.2245, 0.1719
Si, 9.5853, 8.1558, 26.0424, 0.0294, 0.1347, 0.1922
Si, -0.0067, 9.3801, 26.1862, -0.0629, -0.1348, -0.0056
Si, 3.7768, 9.5362, 26, 0.0263, -0.2604, 0.1922
Si, 7.6657, 9.5809, 25.9573, 0.0542, -0.2182, 0.1956
Si, -0.0056, -0.0458, 28.0281, 0.0065, 0.0884, -0.0275
Si, 3.8341, -0.058, 27.9978, 0.0423, 0.0852, -0.0032
Si, 7.6951, -0.0476, 27.9899, -0.0334, 0.1589, -0.1312
Si, 1.928, 1.3423, 28.0575, 0.0451, -0.0664, -0.0314
Si, 5.7518, 1.3353, 28.0431, -0.0336, -0.1106, -0.0663
Si, 9.6458, 1.3089, 28.0774, -0.0252, -0.1088, -0.0748
Si, -0.0539, 5.4733, 28.0614, 0.0032, 0.098, -0.1432
Si, 3.8683, 5.444, 28.0012, -0.0256, 0.1257, -0.0748
Si, 7.6842, 5.4348, 28.0423, -0.0285, 0.1019, -0.0298
Si, 1.9234, 6.7894, 28.0418, 0.0285, -0.1149, -0.1729
Si, 5.7773, 6.8512, 27.9907, -0.0541, -0.0526, -0.0713
Si, 9.6004, 6.8303, 28.0255, 0.0065, -0.133, -0.0934
Si, 1.9336, 2.7345, 29.9699, 0.0068, -0.0844, 0.0586
Si, 5.8008, 2.7345, 29.9699, -0.0565, -0.1229, 0.0082
Si, 9.6679, 2.7345, 29.9699, -0.0016, -0.1078, 0.0732
Si, 0, 4.1018, 29.9699, -0.0675, -0.0508, 0.0578
Si, 3.8672, 4.1018, 29.9699, 0.0701, -0.1163, -0.2063
Si, 7.7343, 4.1018, 29.9699, -0.0906, -0.1141, 0.1252
Si, 1.9336, 8.2035, 29.9699, 0.013, -0.0519, -0.1171
Si, 5.8008, 8.2035, 29.9699, -0.0096, 0.0045, -0.1825
Si, 9.6679, 8.2035, 29.9699, -0.1101, 0.031, -0.1075
Si, 0, 9.5708, 29.9699, 0.0559, -0.0827, 0.0807
Si, 3.8672, 9.5708, 29.9699, -0.0496, -0.1498, -0.1038
Si, 7.7343, 9.5708, 29.9699, -0.072, -0.1217, -0.1165
Si, 0, 0, 31.9035, -0.0061, -0.0013, 0.0012
Si, 3.8672, 0, 31.9035, 0.0209, 0.1085, -0.0087
Si, 7.7343, 0, 31.9035, -0.0126, 0.1677, 0.006
Si, 1.9336, 1.3673, 31.9035, -0.0016, 0.0315, -0.017
Si, 5.8008, 1.3673, 31.9035, 0.005, -0.0215, -0.0272
Si, 9.6679, 1.3673, 31.9035, -0.0108, 0.0115, 0.011
Si, 0, 5.469, 31.9035, 0.0106, -0.0445, 0.0094
Si, 3.8672, 5.469, 31.9035, -0.0005, 0.1248, 0.0055
Si, 7.7343, 5.469, 31.9035, -0.0066, 0.0747, 0.0743
Si, 1.9336, 6.8362, 31.9035, -0.0142, -0.045, -0.0612
Si, 5.8008, 6.8362, 31.9035, 0.0098, -0.1435, -0.0178
Si, 9.6679, 6.8362, 31.9035, 0.0052, -0.1164, 0.0074
Si, 1.9336, 2.7345, 0.9679, 0.0166, 0.0258, -0.1008
Si, 5.8008, 2.7345, 0.9679, 0.0751, 0.0386, -0.2464
Si, 9.6679, 2.7345, 0.9679, -0.0345, 0.0656, -0.1017
Si, 0, 4.1018, 0.9679, -0.0261, 0.0428, -0.1143
Si, 3.8672, 4.1018, 0.9679, 0.1143, -0.0051, 0.2496
Si, 7.7343, 4.1018, 0.9679, -0.013, 0.021, 0.2788
Si, 1.9336, 8.2035, 0.9679, 0.0808, 0.185, -0.122
Si, 5.8008, 8.2035, 0.9679, 0.0318, 0.0935, 0.1329
Si, 9.6679, 8.2035, 0.9679, -0.013, 0.131, 0.2125
Si, 0, 9.5708, 0.9679, -0.0158, 0.0917, -0.1128
Si, 3.8672, 9.5708, 0.9679, 0.0899, 0.0046, -0.0318
Si, 7.7343, 9.5708, 0.9679, -0.0019, 0.0184, 0.1813
Si, 0.005, 0.0281, 2.8784, -0.0582, 0.0991, 0.1093
Si, 3.9166, 0.0128, 2.8979, 0.014, 0.159, 0.0643
Si, 7.7604, -0.0075, 2.9469, 0.0341, 0.0978, 0.0405
Si, 1.9775, 1.375, 2.8846, 0.052, -0.1283, 0.0312
Si, 5.8456, 1.4107, 2.8977, -0.0097, -0.1114, 0.0357
Si, 9.6626, 1.4006, 2.8993, -0.0167, -0.1277, 0.0016
Si, 0.0258, 5.5286, 2.8446, 0.0746, 0.0391, 0.1408
Si, 3.9101, 5.4891, 2.928, 0.0291, 0.0884, 0.0284
Si, 7.7555, 5.4862, 2.9377, 0.0231, 0.1263, 0.0708
Si, 1.9837, 6.8437, 2.8671, 0.0074, -0.1215, 0.0736
Si, 5.8404, 6.8836, 2.9473, 0.0245, -0.091, 0.1111
Si, 9.6726, 6.8641, 2.9365, -0.0907, -0.1298, 0.0948
Si, 2.0299, 2.7689, 4.7863, -0.0041, 0.1422, -0.0727
Si, 5.8627, 2.8839, 4.7618, 0.0006, 0.2146, -0.0578
Si, 9.6981, 2.8577, 4.7668, 0.1838, 0.2674, -0.0861
Si, 0.0791, 4.1216, 4.7182, -0.102, -0.1423, -0.1304
Si, 3.9138, 4.2478, 4.9622, 0.0655, -0.1371, -0.0984
Si, 7.7828, 4.2931, 5.0144, 0.0342, -0.2485, -0.2638
Si, 1.9908, 8.2267, 4.7672, -0.0831, 0.1883, -0.1263
Si, 5.89, 8.2528, 4.9368, -0.0197, 0.243, -0.2973
Si, 9.6663, 8.1166, 4.9834, -0.0835, 0.1335, -0.1437
Si, -0.0047, 9.4723, 4.7127, 0.107, -0.1577, 0.0441
Si, 3.9271, 9.6088, 4.852, -0.0222, -0.223, -0.0699
Si, 7.8317, 9.6473, 4.9868, -0.1729, -0.1097, -0.1476
Si, 0.0794, -0.0995, 6.5622, 0.1662, -0.3841, 0.1258
Si, 3.9782, 0.0848, 6.7416, 0.1405, -0.2251, 0.4001
Si, 7.9166, 0.3506, 6.7712, 0.2277, 0.0252, 0.4934
Si, 1.9566, 1.2829, 6.6086, -0.0447, 0.1735, 0.2142
Si, 5.8384, 1.497, 6.6094, -0.1183, 0.2421, 0.0325
Si, 9.9661, 1.4689, 6.5964, -0.1267, 0.1973, 0.2521
Si, 0.0768, 5.4421, 6.6354, -0.127, -0.4237, 0.1358
Si, 3.8999, 5.7843, 6.9102, -0.1739, -0.2874, 0.542
Si, 7.6981, 5.5374, 7.1564, -0.2257, -0.4012, 0.5334
Si, 1.8642, 6.9283, 6.7051, -0.0256, 0.3773, 0.198
Si, 5.8871, 7.0947, 7.0018, -0.0603, 0.4626, 0.3325
Si, 9.8024, 6.7848, 7.043, 0.3953, 0.2548, 0.2355
O, 3.7202, 5.0749, 8.4169, 0.0766, 0.1998, -0.5099
O, 1.5157, 7.8447, 8.0819, 0.1349, -0.216, -0.2903
O, 1.5868, 2.2208, 7.941, 0.1509, -0.0638, -0.2405
O, 5.5057, 2.5806, 7.8477, 0.0011, -0.022, -0.2385
O, 11.6546, 10.0626, 8.0517, -0.1258, -0.0022, -0.1546
O, 7.3606, 4.4381, 8.4422, 0.2509, 0.5835, -0.5783
O, 10.4182, 2.3109, 7.9959, -0.1697, -0.1365, -0.3282
O, 10.4067, 7.7072, 8.3527, -0.4316, -0.3006, -0.4302
O, 4.1451, 10.2284, 8.2115, -0.1055, 0.1509, -0.4402
O, 11.8554, 4.5431, 8.0384, 0.0155, 0.0938, -0.1527
O, 5.9273, 8.2456, 8.2674, 0.1831, -0.5235, -0.5246
O, 8.1911, 10.8358, 8.3744, -0.06, -0.0746, -0.3616
O, 7.3499, 10.0974, 22.5127, 0.0748, 0.2746, 0.5146
O, 3.0323, 10.0848, 22.6518, 0.355, 0.1424, 0.3467
O, 9.6678, 7.1269, 22.6659, 0.0886, 0.0279, 0.3154
O, 6.1337, 7.7291, 22.5783, -0.2357, -0.3362, 0.5181
O, 7.7216, 4.2312, 23.064, -0.055, -0.0054, 0.3364
O, 3.9277, 4.3487, 22.5627, -0.1662, 0.4732, 0.5763
O, 10.1752, 2.1833, 23.0597, -0.1223, -0.0677, 0.0936
O, 1.3173, 2.227, 22.9767, 0.1415, -0.0245, 0.0886
O, 0.3131, 9.9783, 22.882, -0.0871, 0.0558, 0.2843
O, 1.7657, 7.7607, 22.5605, 0.0397, -0.3404, 0.4282
O, 5.5469, 2.213, 22.8155, 0.014, -0.1204, 0.2224
O, -0.108, 4.4869, 22.8462, 0.0642, 0.1388, 0.1603
Si, 6.2564, -0.7673, 19.0552, 0.0967, 0.206, -0.2393
Si, 8.8384, 0.5503, 18.3516, -0.0017, -0.0075, -0.023
Si, 4.2215, 1.4026, 14.7143, -0.0472, -0.0618, -0.1095
Si, 1.2738, 5.3609, 17.0455, -0.0187, 0.0648, -0.0169
Si, 8.0917, 2.8318, 16.7917, -0.0319, -0.1081, -0.1108
Si, 5.2759, 6.0143, 16.5667, -0.0212, 0.0224, -0.052
Si, 1.6405, 9.3456, 22.1449, -0.162, 0.2083, -0.3157
Si, 11.1066, 3.0334, 15.8641, -0.0136, -0.0145, -0.0341
Si, 3.9863, 7.6625, 11.4908, -0.2336, -0.136, 0.2419
Si, 8.0956, -5.546, 13.7491, 0.0338, -0.112, 0.1021
Si, 2.0721, 0.764, 12.6042, 0.0339, 0.0848, -0.0575
Si, 6.3547, 3.2827, 9.0504, -0.1918, -0.3716, 0.4695
Si, 17.5007, 7.4925, 14.0445, -0.0903, 0.0034, 0.0076
Si, 7.5955, 4.218, 21.4442, 0.1954, 0.1246, -0.353
Si, 6.8198, 2.6598, 13.8756, 0.0021, 0.0349, 0.1431
Si, 4.1029, 12.3506, 19.4104, 0.0509, -0.2048, -0.2448
Si, 6.8821, 8.8155, 21.6079, 0.0547, -0.0051, -0.455
Si, 3.7267, 3.4127, 16.958, -0.0575, -0.0364, -0.033
Si, 5.1932, 9.4131, 9.1621, -0.2529, 0.052, 0.5712
Si, 3.0203, 7.8079, 17.0944, -0.0721, -0.0294, -0.148
Si, 11.7716, 8.5623, 8.6985, 0.2269, 0.2317, 0.2865
Si, -2.5044, 6.9324, 21.1603, 0.0529, -0.1686, -0.3081
Si, 11.8385, 2.9742, 8.472, 0.022, -0.0252, 0.4136
Si, 1.3724, 3.4103, 11.2115, 0.0582, -0.0464, 0.2957
Si, 1.8794, 9.9929, 19.0424, 0.1313, 0.12, -0.362
Si, 16.7302, 9.6494, 16.063, -0.0512, -0.0135, 0.0126
Si, 7.5325, 11.3865, 9.7654, 0.1186, -0.02, 0.3322
Si, 11.2952, -0.4817, 13.7617, 0.0543, 0.0597, -0.0042
Si, 11.4029, 0.1135, 16.7542, -0.1074, 0.005, -0.0473
Si, 3.9565, 4.8602, 10.0075, -0.1921, 0.132, 0.534
Si, 8.1205, 5.6186, 16.9042, 0.0973, 0.0711, -0.0522
Si, 10.4635, 5.7343, 18.8145, 0.0062, -0.1076, -0.0798
Si, 9.9654, 2.8552, 20.0428, -0.0163, 0.0306, -0.3681
Si, 1.2598, 9.0156, 11.6465, 0.3021, 0.1434, 0.2875
Si, -0.0818, 2.9013, 22.4758, 0.0616, -0.0382, -0.2481
Si, 4.827, 3.2311, 21.7777, 0.0893, -0.1873, -0.4689
Si, 10.4855, 3.7021, 12.8441, 0.1219, 0.0307, -0.0135
Si, 9.0092, 1.0713, 12.3292, 0.1578, 0.16, 0.1638
O, 1.8888, 6.7791, 16.4398, 0.0217, 0.0228, 0.0216
O, 8.5169, 5.3844, 15.3328, 0.009, 0.0416, -0.0098
O, -1.4436, 4.1599, 19.0868, -0.0411, -0.1014, 0.1181
O, 8.5778, 3.0633, 20.8637, -0.1558, 0.0005, 0.2375
O, 4.9471, 7.8724, 12.7863, 0.0618, 0.0345, 0.0045
O, 2.9325, 0.2893, 19.2329, -0.0557, -0.0264, 0.0798
O, 5.2665, 3.8754, 10.1396, 0.2341, -0.067, -0.2324
O, -3.3771, -2.6853, 20.8653, -0.0277, 0.0632, 0.1202
O, 7.8949, -0.5835, 19.0323, -0.0608, -0.0585, 0.0436
O, 2.5062, -2.315, 18.4017, -0.0368, 0.0255, 0.1063
O, 6.7715, 6.5187, 17.0221, -0.0266, -0.0707, 0.0698
O, 8.0825, 5.6745, 20.9105, -0.0624, -0.0409, 0.1174
O, 5.7366, -1.3169, 17.5941, 0.017, -0.0269, 0.0413
O, 5.5365, 11.5845, 19.4352, -0.0118, 0.0295, 0.0625
O, 7.3169, 13.5355, 15.4098, -0.0046, -0.0145, 0.0201
O, 7.1886, 2.0573, 9.7618, -0.0079, 0.208, -0.1626
O, 14.8618, 0.5876, 13.6916, 0.0554, -0.0134, 0.0684
O, 5.2545, 2.2681, 13.8034, 0.018, 0.0433, -0.02
O, 9.406, 6.2538, 17.6671, -0.0221, 0.0145, 0.0542
O, 7.0447, 4.1921, 13.3584, -0.0117, 0.0075, -0.049
O, 4.2538, 6.8312, 17.5325, 0.0594, -0.0346, 0.072
O, 5.9176, -1.7527, 20.324, 0.0036, -0.0645, 0.3258
O, 16.5825, -6.5225, 16.6603, 0.0584, 0.0428, 0.0151
O, -1.7583, 2.4537, 11.9839, -0.0884, -0.0793, -0.0343
O, 7.626, 1.5337, 13.0426, -0.0078, -0.0872, -0.0936
O, 6.0577, 3.9587, 20.9627, -0.0933, 0.0426, 0.1535
O, 1.378, 9.5691, 20.5374, 0.0265, -0.1263, 0.4481
O, 0.2923, 4.453, 16.0953, 0.0246, -0.0217, 0.0109
O, 4.9815, 0.273, 15.6182, 0.0135, -0.0119, 0.0591
O, 4.3237, 8.7594, 10.3612, 0.1177, 0.1393, -0.3766
O, 2.5383, 4.3689, 10.6388, 0.1004, 0.0586, -0.2212
O, 0.3843, 8.6996, 10.3136, -0.1664, -0.0829, -0.4279
O, 9.82, 1.3945, 19.3412, 0.0575, 0.1449, 0.1691
O, 8.6155, 11.1868, 10.9744, -0.1373, -0.0325, -0.2588
O, 4.2927, 6.1916, 10.8792, 0.1031, -0.0359, -0.2508
O, 12.2613, 11.7183, 13.3983, -0.0533, -0.029, -0.0034
O, 11.8671, 1.6626, 16.3754, -0.0092, 0.0352, 0.0459
O, 9.8005, 0.0119, 13.3084, -0.0504, -0.0161, -0.0308
O, 10.3284, -4.2233, 20.1106, -0.0489, 0.0802, 0.2102
O, 11.9506, 4.1639, 12.2579, -0.0165, -0.0325, -0.0555
O, 7.7325, 12.4927, 17.7075, -0.005, 0.0338, -0.0254
O, 13.6579, -0.4758, 11.5368, -0.1029, -0.09, -0.044
O, 14.0016, 7.8592, 11.897, 0.0028, 0, -0.0749
O, 17.6903, 8.8419, 14.9848, 0.0633, 0.0032, 0.0029
O, 5.1235, 6.3834, 14.9747, -0.0144, -0.0364, -0.0086
O, 6.203, 10.4473, 9.9461, -0.0303, -0.0269, -0.2238
O, 11.8201, -1.7985, 12.9213, -0.0565, -0.0306, -0.0233
O, 7.3232, 6.8307, 13.4908, 0.0332, 0.0433, -0.0144
O, 11.3671, 2.7671, 20.8653, 0.1507, 0.0075, 0.3178
O, 11.4467, 10.1657, 15.3653, 0.0178, -0.0401, 0.0629
O, 7.6641, 4.1926, 17.5606, -0.032, 0.0533, 0.022
O, 12.3433, 10.4912, 17.9667, 0.0253, -0.0396, 0.0742
O, 0.4095, 5.8499, 18.3356, 0.0095, 0.0236, 0.0308
O, 0.3528, 2.8645, 10.0782, -0.1292, -0.0236, -0.2828
O, 9.4849, 5.0251, 12.9231, -0.064, 0.0561, 0.0029
O, 3.6361, -2.0152, 16.0487, 0.0135, -0.0056, -0.007
O, 3.9172, 2.3526, 20.7359, -0.0276, 0.104, 0.3235
O, -0.8751, 3.0334, 14.3, -0.0007, -0.0035, -0.0234
O, 2.2293, 2.1911, 11.8676, -0.0777, 0.0536, -0.0489
O, 4.1098, 2.4033, 18.1415, 0.0452, 0.0311, 0.0778
O, 9.6955, 2.947, 16.6392, 0.0207, 0.0504, 0.0097
O, 9.8457, 10.8763, 17.2325, 0.0161, -0.0424, -0.0527
O, 3.4049, 2.4782, 15.6464, -0.0032, 0.0467, 0.0118
O, 2.4693, 4.3293, 17.4332, 0.0392, -0.0095, 0.0203

Results
free energy: -142857.715 eV
free energy less fixed offsets of O -568.88, Si -635.61 eV per atom: 2.785 eV

The program warned: the cutoff lies below the one the program advises for these potential files; the forces do not sum to zero within the program's tolerance; the exchange-correlation potential is rough where the density is thin.
